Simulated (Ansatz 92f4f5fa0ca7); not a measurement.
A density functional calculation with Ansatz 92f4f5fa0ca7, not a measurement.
Periodic cell of 256 atoms, Si144O112, from a study of silicon, its oxide and their interface. The atomic structure is a simulated model.
This geometry differs little from another in the collection (a relaxation step or a small displacement).

Settings: functional r2SCAN; potential files Ansatz PAW; basis plane waves; wave-function cutoff 800 eV; density cutoff ratio 5; exchange-correlation grid ratio 1; k mesh 1 x 1 x 1, shifted by 0.5 0.5 0 of a step; self-consistency stop 1e-10 eV per atom in the density residual; occupations fixed; spin none; net charge 0.

Cell vectors (angstrom)
a	10.88	0	0
b	0	10.88	0
c	5.3059	4.7917	37.9157

Atoms: element, x, y, z (angstrom)
Si	1.6485	-1.5983	0.1701
Si	4.3447	1.0814	0.1319
Si	1.1397	4.3551	0.0478
Si	3.8112	-3.8133	0.1277
Si	-4.3561	-1.1281	0.1145
Si	-1.6347	1.6521	0.079
Si	6.9997	3.8194	0.0234
Si	-1.1108	-4.3638	0.0701
Si	2.7799	-0.0375	1.4729
Si	5.4736	2.687	1.4009
Si	2.6785	-5.4028	1.4146
Si	5.3964	-2.6881	1.442
Si	-2.7512	0.0365	1.3758
Si	-0.0191	2.768	1.3648
Si	8.1649	5.3913	1.3572
Si	0.0155	-2.7606	1.3813
Si	1.3529	1.3701	2.6952
Si	4.0782	4.0783	2.694
Si	1.3427	-4.0745	2.8184
Si	4.0915	-1.3656	2.8747
Si	6.8067	1.3596	2.8122
Si	9.5128	4.0829	2.7848
Si	6.8056	6.7882	2.6924
Si	-1.363	-1.3578	2.6816
Si	-0.0005	-0.0007	4.0567
Si	2.717	2.7217	4.0607
Si	-0.0192	5.4421	4.14
Si	2.7068	-2.7264	4.1688
Si	5.4534	0.0089	4.1713
Si	8.1697	2.7218	4.1401
Si	5.442	5.4344	4.0615
Si	8.1607	-2.7211	4.0552
Si	1.3443	-1.3968	10.8216
Si	4.1161	1.3515	10.8434
Si	1.3491	4.0844	10.8715
Si	4.0874	-4.0693	10.8799
Si	6.8131	-1.3326	10.9391
Si	-1.3896	1.3342	10.9043
Si	6.8157	4.0607	10.8307
Si	-1.3605	6.8295	10.8514
Si	2.7428	-0.0597	12.1103
Si	5.5072	2.6834	12.2036
Si	2.7123	5.4542	12.2114
Si	5.441	-2.7102	12.2627
Si	-2.7146	0.0063	12.3613
Si	-0.0184	2.7068	12.2082
Si	8.1336	5.472	12.1553
Si	-0.0213	-2.6951	12.2329
Si	1.3907	1.2907	13.4351
Si	4.1324	4.0944	13.4729
Si	1.3509	-4.0692	13.5639
Si	4.0368	-1.3777	13.5795
Si	-4.0895	1.3554	13.7363
Si	-1.4012	4.1043	13.4921
Si	6.8066	-4.0665	13.6007
Si	-1.3374	-1.3602	13.7227
Si	0.3579	-0.2033	14.91
Si	2.9835	2.4605	14.6355
Si	-0.242	-5.2415	14.8009
Si	2.4765	-2.5195	14.9225
Si	5.0926	0.1936	14.9481
Si	-2.9905	3.1152	14.8841
Si	5.5988	5.2691	14.8842
Si	-2.469	-3.0305	14.9823
Si	2.7669	-1.1689	-6.1872
Si	-2.4937	4.7506	-10.4084
Si	6.136	-1.4801	-9.1258
Si	4.7153	-1.8383	22.2189
Si	5.8753	-0.4974	-6.1081
Si	-1.1207	-2.288	24.2761
Si	1.6349	0.5224	-8.5925
Si	1.143	-4.6532	20.7212
Si	-2.5999	4.0684	19.9593
Si	-2.1744	2.7545	22.6589
Si	3.7225	-4.4252	17.1171
Si	3.9428	-0.1305	19.9406
Si	-1.9903	-3.9536	20.344
Si	1.1133	0.7906	20.1985
Si	-0.5643	0.2877	17.7455
Si	-2.1247	-3.1658	-9.5871
Si	6.0418	-0.0215	17.7831
Si	3.6098	-2.6825	24.9829
Si	0.9266	-4.156	24.845
Si	2.5608	2.5109	-2.0772
Si	7.8769	-4.3365	-7.0097
Si	3.5399	2.6795	-8.6647
Si	5.0302	-0.2266	-11.6902
Si	8.0922	2.2514	17.7017
Si	3.4866	-3.0242	19.75
Si	2.5296	4.9302	23.2004
Si	7.827	-3.0524	-2.0558
Si	-2.5941	-2.0841	-4.9288
Si	0.8441	-2.1444	-10.0116
Si	-2.6291	-2.0378	17.8854
Si	5.6646	2.4443	-6.5254
Si	5.3238	4.3995	-10.6388
Si	1.5614	4.1996	16.8569
Si	2.2831	-3.8352	-7.6909
Si	-0.1147	2.1233	-6.621
Si	5.3389	-5.1491	24.1147
Si	0.3288	0.332	-1.9915
Si	-2.5735	3.7159	-7.5051
Si	-0.4421	0.3706	22.7081
Si	7.398	3.6788	25.3607
Si	0.4824	2.9557	23.7749
Si	5.1015	-4.2	-8.6651
Si	4.0609	4.0619	-4.3814
Si	0.0107	-0.4644	-4.8669
Si	0.4634	3.5921	19.5046
Si	1.923	4.4164	-6.6294
Si	5.5678	-5.2242	-2.1141
Si	7.2976	-3.139	22.8884
Si	1.3413	-1.3411	5.4699
Si	4.0613	1.3783	5.466
Si	1.3653	4.0661	5.4419
Si	4.0936	6.778	5.4582
Si	6.8205	-1.3796	5.4608
Si	-1.3405	1.3478	5.4509
Si	6.7905	4.0926	5.4588
Si	9.5002	6.8155	5.4616
Si	2.7119	0.0109	6.8263
Si	5.4318	2.7298	6.8144
Si	2.7243	5.4186	6.7953
Si	5.4493	-2.735	6.8102
Si	-2.7028	-0.0096	6.7979
Si	0.0175	2.71	6.8054
Si	8.1475	5.4517	6.8226
Si	-0.015	-2.7107	6.8172
Si	1.3549	1.3631	8.1876
Si	4.0712	4.0811	8.1699
Si	1.3644	6.7853	8.1349
Si	4.091	-1.3644	8.1565
Si	6.8105	1.3521	8.1387
Si	-1.3502	4.0743	8.148
Si	6.7954	-4.0737	8.1908
Si	-1.3697	-1.3534	8.1733
Si	-0.0177	-0.0008	9.5276
Si	2.7248	2.7216	9.5312
Si	-0.0016	5.4467	9.5063
Si	2.7249	-2.7429	9.489
Si	5.4718	-0.0095	9.5096
Si	8.1768	2.7005	9.4971
Si	5.4293	5.4331	9.5243
Si	8.1459	-2.6893	9.5381
O	7.8033	-2.6607	16.4544
O	3.4245	-1.4947	19.2448
O	4.322	-0.9027	-5.7445
O	-1.6254	2.5812	-6.9045
O	1.3972	1.4564	-2.4436
O	-1.3278	-4.1451	15.322
O	8.1306	2.7312	-0.4776
O	6.7095	4.1607	15.3275
O	3.067	-3.1996	16.2814
O	5.149	-4.99	-10.0661
O	-0.2419	-0.4042	-3.2924
O	4.5385	-0.4501	21.4099
O	7.5595	-2.0601	-9.6738
O	2.2464	3.1713	15.8655
O	7.1499	-1.8722	-1.1911
O	-1.5553	1.4234	18.3449
O	4.4557	-4.5117	-1.1924
O	3.4296	-0.3881	-11.9619
O	0.0139	5.4396	-0.4718
O	4.9718	-5.0003	16.2636
O	-0.923	0.9992	-1.2319
O	1.8906	3.4376	23.0973
O	3.6751	1.7813	-1.1744
O	2.9584	4.671	-5.4082
O	1.4105	-1.3673	15.4009
O	7.502	3.3356	18.7442
O	-0.0572	0.6408	16.2481
O	6.2718	-0.8452	-7.652
O	6.3947	-4.4606	-7.7104
O	7.9567	3.3403	21.3585
O	4.4938	3.3584	-9.7526
O	1.532	-2.1978	-11.4861
O	1.8988	3.7568	-1.2783
O	0.3416	4.981	16.1625
O	6.9518	-1.1946	-5.1372
O	-2.5071	-4.5037	-10.432
O	0.4704	-0.0374	21.4239
O	-0.9064	-1.0095	23.3399
O	-2.2359	2.8397	16.3041
O	-1.361	-1.096	17.5928
O	4.1923	-3.9071	18.5817
O	4.028	1.388	15.2899
O	6.7921	3.1468	-7.4556
O	6.9075	4.1353	-10.6144
O	-0.7644	3.5508	22.8895
O	6.2599	-1.9347	22.6455
O	-1.8365	-3.7281	-1.2416
O	2.6609	1.5107	-9.3723
O	7.9338	-3.4653	-5.6823
O	2.6419	5.2829	17.3542
O	4.6058	-3.9734	24.9745
O	2.0362	-3.0181	25.0665
O	-1.7912	1.2074	22.3452
O	2.723	-2.7016	-0.4074
O	6.9769	-1.1838	18.4196
O	1.9098	-4.898	22.1257
O	-2.1443	-3.0889	18.992
O	1.3648	4.816	19.9875
O	4.1516	4.9578	23.2794
O	2.4898	-0.2145	-7.4508
O	-1.1896	-1.4172	-5.4587
O	6.9057	1.2477	17.3105
O	3.7043	-4.5693	-7.9718
O	7.7796	2.915	23.9727
O	-0.1097	-3.4733	23.7893
O	4.4422	2.038	-7.496
O	0.6433	0.1499	18.7914
O	1.9576	-3.5009	19.9489
O	-2.6127	-3.1913	21.6058
O	3.837	-1.8856	23.5783
O	-1.0603	4.0355	19.52
O	1.0265	-0.8036	-1.0992
O	1.5611	-0.9215	-5.1216
O	5.4911	1.3138	-11.9622
O	5.3808	-0.5394	16.3912
O	-2.5228	5.0608	-6.6136
O	6.7211	-4.155	-2.4808
O	-2.4163	-2.4015	-3.3732
O	7.9504	-5.2517	20.1056
O	0.4688	1.4407	-7.9658
O	1.8868	-5.4162	24.5643
O	5.2026	3.3974	-5.3149
O	0.4233	1.3321	23.7041
O	4.7742	4.2715	-12.1418
O	1.3443	-5.0116	-7.0875
O	6.4285	-4.4934	23.0984
O	0.9724	-0.5985	-9.5391
O	0.9706	3.2604	18.019
O	-0.4308	-4.266	20.6966
O	0.7462	3.414	-6.1575
O	-1.4702	4.2833	-11.5907
O	3.2856	3.0063	-3.4322
O	5.4323	-0.021	-0.4238
O	2.5751	3.7534	-7.9566
O	4.2966	-3.0357	21.1673
O	6.1551	1.0686	-5.8684
O	-1.9772	-3.6343	-8.0504
O	0.2297	3.4636	25.2924
O	5.0221	0.495	18.9194
O	5.0289	-2.6439	-9.0368
O	-2.0393	4.1296	-8.9855
O	-0.143	1.024	-5.4616
O	0.6051	2.2988	20.4292
O	2.5966	-2.7117	-6.5951
O	6.2519	4.4179	-1.3125
O	1.6071	-3.1615	-9.0058
O	6.1835	4.7271	25.0599
O	-0.7268	-2.541	-10.1052
O	-2.6484	-2.817	24.1671
O	4.8171	5.156	-3.4608
O	2.7163	0.872	20.1664
O	5.4933	-0.4353	-10.164

Results
free energy: -155994.218 eV
free energy less fixed offsets of O -570.45, Si -639.56 eV per atom: -7.178 eV

Forces (eV/angstrom), in the order of the atoms: element, x, y, z
Si	-0.0135	0.0163	-0.0624
Si	-0.0142	0.0116	-0.0608
Si	0.0144	-0.0119	-0.0612
Si	0.0108	-0.0126	-0.0587
Si	0.01	-0.0134	-0.0591
Si	0.0114	-0.0111	-0.0604
Si	-0.0141	0.0107	-0.0594
Si	-0.0139	0.0111	-0.0619
Si	0.0017	-0.0005	0.0022
Si	0.0002	-0.0012	0.0023
Si	-0.0009	0.0011	0.0029
Si	-0.0011	0.0016	0.0067
Si	-0.0013	0.0011	0.0032
Si	-0.0017	0.0017	0.0053
Si	-0.0001	-0.0014	0.0062
Si	0.0008	-0.0012	0.0028
Si	-0.0011	0.001	-0.0018
Si	-0.0009	-0.0004	-0.0015
Si	-0.0002	-0.0001	-0.001
Si	0.0001	-0.0006	-0.0001
Si	-0.0007	-0.0006	-0.0009
Si	0.0003	-0.0002	0.0001
Si	-0.0009	-0.0005	-0.001
Si	-0.0009	0	0.0004
Si	-0.0003	0	-0.0004
Si	-0.0006	0.0001	0
Si	0.0009	-0.0003	-0.0005
Si	0	-0.0008	0.0014
Si	0.0001	0.0004	0.0014
Si	0.0001	-0.0006	-0.0005
Si	-0.0002	-0.0001	0.0003
Si	-0.0006	-0.0003	-0.0002
Si	-0.0006	0.0005	-0.0001
Si	0	-0.0015	0.0005
Si	-0.0002	-0.0005	0.0006
Si	-0.0007	-0.0007	0.0007
Si	0	-0.0007	0.0011
Si	0.0006	0.0002	0.0008
Si	-0.0001	-0.0007	0.0006
Si	-0.0005	-0.0002	0.0005
Si	-0.0008	0.0009	-0.0028
Si	-0.0002	0.0008	-0.0013
Si	0.0009	-0.0004	-0.0035
Si	0.0004	-0.0008	-0.0009
Si	-0.0005	-0.0006	-0.0006
Si	0.0007	-0.0013	-0.0025
Si	0.0007	0.0003	-0.0009
Si	0.0011	-0.0019	-0.0013
Si	-0.0009	0.0011	0.0001
Si	-0.001	-0.0002	0.0036
Si	0.0012	-0.002	0.0048
Si	0.0014	-0.0024	0.0047
Si	0.0029	-0.003	0.0045
Si	0.0014	-0.0006	0.0031
Si	-0.0005	0.0008	0.0048
Si	-0.0018	0.0016	0.0063
Si	0.0077	-0.0178	-0.0671
Si	0.0116	-0.0076	-0.0445
Si	-0.0082	0.0089	-0.0588
Si	-0.0074	0.0102	-0.0616
Si	-0.0065	0.0111	-0.0717
Si	-0.0125	0.0049	-0.069
Si	0.0091	-0.0096	-0.0593
Si	0.0118	-0.0076	-0.0719
Si	0.0171	-0.0138	-0.1469
Si	0.0066	-0.0246	-0.1888
Si	-0.0246	0.0098	-0.182
Si	-0.0036	0.0186	-0.1853
Si	-0.0144	0.0086	-0.1529
Si	-0.0379	0.0024	-0.1836
Si	-0.0051	-0.0155	-0.1514
Si	-0.0146	-0.0005	-0.1578
Si	0.0049	-0.0109	-0.1651
Si	0.0018	0.0006	-0.1806
Si	0.0038	-0.0073	-0.1497
Si	0.0155	0.017	-0.1453
Si	0.0022	0.0019	-0.1684
Si	0.0096	0.0072	-0.1586
Si	-0.0131	0.002	-0.1401
Si	0.0044	-0.0006	-0.1423
Si	0.0081	-0.011	-0.1402
Si	0.0158	-0.0213	-0.192
Si	0.0263	-0.006	-0.1345
Si	0.0123	0.0018	-0.1614
Si	-0.0055	-0.0174	-0.1678
Si	0.0265	0.0072	-0.1654
Si	0.004	0.001	-0.1921
Si	0.006	-0.0148	-0.1427
Si	0.0139	-0.0161	-0.1635
Si	-0.0184	0.0183	-0.1497
Si	0.0082	0.0119	-0.1696
Si	-0.0369	-0.0112	-0.1881
Si	0.0048	0.0067	-0.1785
Si	-0.0209	0.0163	-0.1496
Si	0.0121	-0.0249	-0.1534
Si	0.0115	-0.0201	-0.2004
Si	0.0106	0.0093	-0.1397
Si	0.0019	0.0113	-0.1417
Si	-0.0053	0.0178	-0.1467
Si	-0.0048	0.0186	-0.1421
Si	-0.0035	-0.0214	-0.1714
Si	0.0132	0.027	-0.1423
Si	0.026	0.0069	-0.1572
Si	0.0067	0.0217	-0.1973
Si	0.0021	-0.0262	-0.1599
Si	0.0004	0.0144	-0.1467
Si	-0.0009	-0.0053	-0.2159
Si	0.0268	0.0224	-0.1877
Si	0.009	-0.017	-0.1491
Si	-0.0217	0.0015	-0.1542
Si	-0.0102	-0.0036	-0.1628
Si	0.0089	0.0209	-0.154
Si	-0.0002	0.0005	-0.0002
Si	-0.0004	0.0005	-0.0004
Si	0.0004	-0.001	0
Si	0.0002	-0.0008	-0.0004
Si	-0.0002	-0.0006	-0.0003
Si	0.0003	-0.0003	-0.0002
Si	-0.0002	0.001	-0.0006
Si	-0.0004	0.0003	-0.0005
Si	0.0001	-0.0003	0.0014
Si	0.0002	-0.0004	0.0008
Si	-0.0005	0	-0.0003
Si	0.0001	-0.0003	0.0008
Si	-0.0001	-0.0001	0.0002
Si	0	0	0.0001
Si	0.0003	-0.0005	0.0013
Si	0.0002	-0.0002	0.0012
Si	0.0002	-0.0003	0.0003
Si	0.0003	-0.0005	0.0004
Si	0	0.0005	0.0004
Si	-0.0005	0.0003	0.0014
Si	0	0.0005	0.0009
Si	-0.0003	0	0.0009
Si	0.0002	-0.0001	0.0005
Si	0.0004	-0.0005	0.001
Si	0.0002	-0.0004	-0.0002
Si	-0.0001	-0.0006	0
Si	-0.0002	-0.0008	0.0005
Si	-0.0002	0.0001	-0.0001
Si	-0.001	-0.0005	0.0006
Si	0	0.0005	-0.0001
Si	0.0003	-0.0006	0.0002
Si	0	-0.0009	-0.0003
O	-0.0008	0.0195	0.1015
O	-0.0015	-0.0021	0.0541
O	0.0021	0.0005	0.0501
O	0.0212	-0.0198	0.0519
O	0.0022	0.0008	0.0568
O	-0.003	0.0025	0.0305
O	-0.001	-0.0002	0.0273
O	0.0024	-0.0039	0.0291
O	0.0199	-0.0275	0.0767
O	-0.006	0.0438	0.0916
O	0.0073	0.0271	0.1409
O	0.0158	-0.0327	0.0958
O	-0.0072	0.0003	0.0553
O	-0.0313	0.0281	0.0612
O	-0.0248	0.0329	0.0842
O	0.0068	0.0063	0.0477
O	-0.0305	0.0272	0.0807
O	0.016	0.009	0.0678
O	0.0015	-0.001	0.0268
O	-0.0277	0.0197	0.0699
O	-0.0332	0.0259	0.0776
O	-0.0096	0.0011	0.0575
O	0.0293	-0.0255	0.0795
O	0.0497	-0.0107	0.1109
O	-0.0019	0.0018	0.0299
O	0.0112	0.038	0.092
O	-0.0186	0.0093	0.0978
O	-0.0061	0.0187	0.1283
O	0.0365	0.0023	0.0679
O	0.0123	-0.0287	0.1201
O	-0.0439	-0.0381	0.1042
O	-0.0334	-0.028	0.1231
O	-0.0276	0.0318	0.0809
O	0.0236	-0.0233	0.0714
O	0.0364	-0.0189	0.0753
O	0.0036	0.0321	0.0642
O	-0.0399	-0.009	0.1088
O	-0.0076	-0.0445	0.0769
O	0.0032	-0.0158	0.0964
O	-0.0011	0.0002	0.0506
O	-0.0061	0.0338	0.1092
O	-0.0001	-0.0027	0.031
O	-0.0275	-0.0166	0.0605
O	0.0052	0.0164	0.0672
O	0.0229	0.0014	0.0708
O	0.0148	-0.0155	0.061
O	0.0331	-0.0278	0.0784
O	-0.0095	0.0013	0.0639
O	0.0145	0.0576	0.1102
O	0.0028	0.0029	0.0521
O	-0.0128	0.0168	0.0615
O	0.004	0.0163	0.0481
O	0.0017	0.0037	0.0544
O	-0.0008	-0.0013	0.0287
O	0.0007	-0.0076	0.0496
O	0.0365	-0.0302	0.1151
O	0.0173	-0.048	0.1033
O	0.0073	0.035	0.0795
O	0.0253	0.0064	0.0555
O	0.0191	-0.0273	0.0966
O	0.0012	0.0025	0.0619
O	0.0037	0.0015	0.0541
O	-0.0304	-0.0002	0.0555
O	-0.0345	0.025	0.1236
O	0.0123	-0.0043	0.0663
O	0.0326	-0.0025	0.0886
O	0.0356	0.0081	0.0957
O	-0.0224	-0.0175	0.0586
O	-0.0357	0.0166	0.1155
O	-0.0329	-0.0223	0.1302
O	-0.0177	0.0071	0.0577
O	0.0216	-0.0281	0.0757
O	-0.0467	0.0101	0.0779
O	-0.0251	-0.0266	0.0747
O	0.017	-0.0028	0.0969
O	-0.0006	0.0067	0.0581
O	-0.0026	-0.0051	0.0582
O	-0.0112	-0.031	0.1397
O	-0.0019	0.0084	0.0492
O	-0.0252	0.0204	0.0811
O	-0.0254	0.0218	0.073
O	-0.0333	0.0373	0.1054
O	0.0115	0.0229	0.0659
O	0.0279	0.0213	0.1573
O	-0.0033	-0.0257	0.054
O	-0.0282	-0.0297	0.0665
O	0.0113	0.0397	0.0807
O	-0.0249	-0.0091	0.102
O	0.0095	0.0016	0.0464
O	0.0031	0.0005	0.0512
O	-0.0227	0.0429	0.1217
O	-0.0377	-0.0345	0.1174
O	0.001	0.0009	0.0322
O	-0.0239	0.0256	0.0813
O	0.0266	0.0158	0.1013
O	0.0012	-0.0055	0.0481
O	-0.0128	-0.0181	0.1035
O	-0.0206	0.0366	0.1189
O	-0.0432	-0.0041	0.0822
O	0.0113	-0.0086	0.0582
O	-0.002	-0.027	0.1279
O	0.0002	-0.0606	0.085
O	-0.0025	-0.015	0.0601
O	0.0021	0.0403	0.0684
O	0.029	-0.031	0.0768
O	0.0306	-0.0361	0.0955
O	0.0287	-0.0356	0.0725
O	-0.01	-0.0057	0.0498
O	0.0354	0.0094	0.0774
O	0.0355	0.0357	0.1102
O	-0.0072	0.0021	0.0469
O	0.033	-0.037	0.1354

The program warned: the cutoff lies below the one the program advises for these potential files; the forces do not sum to zero within the program's tolerance; empty levels may hold ghost states of the PAW files; the exchange-correlation potential is rough where the density is thin.
